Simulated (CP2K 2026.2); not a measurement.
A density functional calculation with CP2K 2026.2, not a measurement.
Periodic cell of 534 atoms, Si358O176, from a study of silicon, its oxide and their interface. The atomic structure is a simulated model.
Doubt: the forces sum to 2.63 eV/angstrom along one axis rather than to zero, so they err by at least 0.0049 eV/angstrom per atom on average; the grid cutoff is modest.

Settings
functional: PBE
method: Gaussian and plane waves
basis set: DZVP-MOLOPT-SR-GTH
pseudopotentials: GTH-PBE
grid cutoff: 350 Ry, relative cutoff 50 Ry
k points: Gamma only
occupations: fixed
spin: none
net charge: 0

Cell vectors (angstrom)
a	16.4025	0	0
b	0	16.4025	0
c	0	0	35.4328

Atoms and the computed forces on them: element, x, y, z (angstrom), force x, y, z (eV/angstrom)
Si	16.219	0.228	35.43	0.156	0.112	-0.111
Si	2.546	3.055	0.358	0.03	-0.051	-0.151
Si	0.3	5.088	35.429	0.02	-0.247	-0.36
Si	3.22	7.835	35.388	0.164	-0.101	-0.001
Si	0.111	10.84	34.957	0.11	-0.105	0.392
Si	2.887	13.605	35.429	-0.085	0.107	-0.117
Si	5.88	16.139	0.165	0.083	-0.105	-0.252
Si	8.368	2.626	35.286	-0.005	-0.162	-0.043
Si	5.277	5.512	0.347	-0.057	-0.1	-0.04
Si	7.969	8.221	0.013	-0.066	0.074	0.379
Si	5.813	10.629	0.028	-0.063	0.015	0.447
Si	8.065	13.924	0.159	-0.229	0.004	0.169
Si	10.516	0.237	35.298	0.323	-0.281	0.393
Si	13.856	2.256	0.007	0.142	0.012	0.201
Si	11.012	5.543	35.055	-0.002	-0.107	0.288
Si	13.385	8.633	34.988	0.152	-0.205	-0.126
Si	10.984	10.629	35.344	-0.085	0.088	0.067
Si	13.783	13.777	0.179	-0.405	0.157	-0.047
Si	1.339	1.363	1.424	-0.037	-0.033	-0.255
Si	4.015	4.178	1.746	-0.006	-0.049	-0.252
Si	1.402	6.816	1.193	0.167	0.056	-0.188
Si	4.169	9.508	1.354	0.024	0.009	-0.315
Si	1.312	12.288	1.147	-0.076	-0.066	-0.198
Si	4.141	15.057	1.354	0.108	0.008	-0.025
Si	6.912	1.453	1.391	-0.023	-0.017	-0.082
Si	9.676	4.152	1.12	0	-0.02	-0.076
Si	6.888	6.746	1.491	-0.183	0.083	-0.338
Si	9.619	9.389	1.353	-0.095	0.077	-0.369
Si	6.87	12.287	1.37	-0.04	-0.012	-0.424
Si	9.551	15.129	1.458	0.041	0.166	-0.382
Si	12.254	1.212	1.334	-0.19	0.015	-0.359
Si	15.028	3.985	1.261	-0.079	-0.081	-0.253
Si	12.329	6.934	1.015	0.117	0.082	-0.107
Si	15.011	9.649	0.996	0.007	0.073	-0.126
Si	12.221	12.309	1.222	0.038	-0.148	-0.219
Si	15.053	15.17	1.486	0.093	0.029	-0.175
Si	16.347	2.704	2.768	-0.124	-0.01	0.081
Si	2.763	0.002	2.723	-0.004	-0.023	-0.027
Si	16.371	8.234	2.453	-0.042	0.022	0.011
Si	2.625	5.6	2.865	0.002	0.169	0.229
Si	0.027	13.665	2.645	0.132	-0.161	0.032
Si	2.697	10.919	2.589	0.086	0.029	-0.063
Si	5.486	2.729	2.811	0.076	-0.204	-0.005
Si	8.237	0.092	2.82	-0.057	0.16	0.12
Si	5.514	8.18	2.791	0.041	0.156	0.107
Si	8.332	5.397	2.687	0.076	-0.076	-0.019
Si	5.463	13.647	2.728	0.073	-0.066	0.067
Si	8.286	10.903	2.673	-0.115	-0.08	0.094
Si	10.979	2.771	2.605	-0.065	-0.065	-0.02
Si	13.606	16.396	2.82	-0.053	0.064	0.078
Si	11.037	8.106	2.652	0.035	0.031	0.057
Si	13.67	5.511	2.48	0.004	-0.035	-0.023
Si	10.946	13.672	2.684	-0.019	0.056	0.014
Si	13.679	10.951	2.548	-0.014	-0.012	-0.053
Si	1.302	4.114	4.126	0.009	0.018	-0.03
Si	4.11	1.345	4.122	0.07	0.022	0.046
Si	1.329	9.544	3.947	-0.034	0.115	-0.052
Si	4.103	6.882	4.174	-0.081	0.063	-0.088
Si	1.396	15.001	4.053	0.009	0.014	-0.015
Si	4.075	12.254	4.041	-0.015	0.09	-0.086
Si	6.908	4.102	4.091	0.027	-0.059	-0.003
Si	9.64	1.461	4.113	-0.049	-0.115	-0.157
Si	6.896	9.584	4.099	-0.012	-0.076	-0.154
Si	9.645	6.798	4.057	0.073	-0.047	-0.001
Si	6.843	15.039	4.098	-0.047	0.073	-0.105
Si	9.6	12.299	4.061	-0.017	-0.092	-0.05
Si	12.348	4.152	3.966	-0.07	0.042	-0.097
Si	14.987	1.362	4.145	0.082	0.132	-0.026
Si	12.356	9.561	3.983	0.058	-0.016	-0.064
Si	15.042	6.854	3.903	-0.048	0.078	-0.057
Si	12.285	14.986	4.121	0.086	-0.056	0.017
Si	15.039	12.293	3.992	-0.031	0.016	-0.053
Si	16.396	0.001	10.888	-0.007	0.033	0.001
Si	2.731	2.73	10.877	0.026	-0.006	-0.002
Si	0.016	5.473	10.877	-0.002	-0.01	0
Si	2.742	8.204	10.879	0.006	-0.003	-0.001
Si	0.005	10.941	10.911	0.02	-0.001	-0.001
Si	2.738	13.668	10.908	0.029	0.01	0.006
Si	5.478	16.402	10.907	-0.002	-0.005	0.005
Si	8.22	2.737	10.916	0.001	-0.016	0.004
Si	5.474	5.476	10.883	-0.014	0.006	0
Si	8.219	8.222	10.882	-0.006	0.006	0.002
Si	5.48	10.939	10.88	-0.008	-0.002	0.001
Si	8.213	13.673	10.892	-0.007	0.007	0.005
Si	10.947	16.401	10.897	-0.007	0.008	0.006
Si	13.687	2.74	10.894	-0.007	-0.003	0.003
Si	10.957	5.479	10.914	0	-0.01	0.003
Si	13.682	8.216	10.904	0.005	0.011	0.001
Si	10.951	10.96	10.878	-0.031	-0.012	-0.009
Si	13.672	13.684	10.895	-0.018	0.01	0.003
Si	1.363	1.364	12.249	-0.007	-0.013	-0.007
Si	4.104	4.093	12.237	-0.032	-0.023	-0.005
Si	1.378	6.835	12.244	0.044	0.033	-0.002
Si	4.112	9.57	12.239	0.014	0.002	-0.02
Si	1.372	12.305	12.283	-0.025	-0.005	0.002
Si	4.108	15.034	12.273	-0.002	0.007	0.012
Si	6.849	1.363	12.279	-0.008	0.003	0.013
Si	9.602	4.1	12.28	-0.037	0.022	0.01
Si	6.843	6.854	12.241	0.026	-0.014	0.006
Si	9.582	9.602	12.24	0.042	0.042	-0.014
Si	6.838	12.31	12.251	-0.022	-0.028	0.002
Si	9.575	15.039	12.268	0.003	0.011	-0.001
Si	12.315	1.372	12.255	0.005	0.01	-0.017
Si	15.062	4.107	12.25	0.012	0.017	-0.002
Si	12.324	6.853	12.274	-0.01	-0.028	0.007
Si	15.036	9.583	12.278	-0.038	-0.053	-0.001
Si	12.294	12.332	12.264	0.01	0.002	-0.006
Si	15.022	15.059	12.273	0.047	-0.007	0.004
Si	0.004	2.728	13.624	0.019	-0.033	-0.013
Si	2.722	16.399	13.62	0.027	0.046	-0.014
Si	0.014	8.199	13.616	0.005	0.014	0.007
Si	2.733	5.449	13.601	0.031	-0.003	0.006
Si	16.393	13.687	13.629	-0.008	0.024	-0.023
Si	2.758	10.923	13.626	0.065	-0.044	0.024
Si	5.463	2.734	13.62	0.009	0.007	0.001
Si	8.221	16.399	13.654	-0.001	0.013	0.006
Si	5.472	8.216	13.613	-0.091	0.056	0.036
Si	8.221	5.494	13.6	0.021	-0.043	-0.01
Si	5.477	13.663	13.639	0	0.016	-0.005
Si	8.213	10.959	13.612	-0.005	-0.03	-0.025
Si	10.979	2.726	13.651	0.034	-0.064	0.008
Si	13.65	0.021	13.655	-0.082	0.055	0.013
Si	10.957	8.255	13.606	-0.064	0.017	-0.019
Si	13.708	5.477	13.62	-0.013	-0.005	-0.004
Si	10.929	13.688	13.656	0.008	-0.012	0.008
Si	13.659	10.969	13.625	0.001	-0.005	-0.011
Si	1.371	4.089	14.987	0.041	-0.008	0.041
Si	4.08	1.366	14.982	-0.032	-0.074	-0.005
Si	1.378	9.56	14.982	-0.019	-0.043	0.007
Si	4.103	6.815	14.952	0.016	-0.043	-0.018
Si	1.365	15.034	14.999	-0.051	-0.013	0.047
Si	4.119	12.285	15.01	-0.062	-0.021	0.053
Si	6.85	4.119	14.949	-0.007	0.03	0.023
Si	9.615	1.35	15.025	-0.004	0.024	0.008
Si	6.846	9.597	14.968	0.069	0.054	0.01
Si	9.589	6.886	14.942	0.04	0.017	-0.035
Si	6.844	15.023	15.015	-0.005	-0.005	0.05
Si	9.547	12.32	15.012	-0.001	-0.03	0.065
Si	12.381	4.093	14.998	0.001	0.048	0.016
Si	15.024	1.396	15.01	0.106	0.012	0.03
Si	12.291	9.626	15.005	-0.016	-0.01	0.035
Si	15.065	6.837	15	-0.019	0.01	0.06
Si	12.267	15.073	15.039	0.045	-0.001	0.015
Si	15.007	12.342	14.991	-0.012	0.03	0.008
Si	16.368	16.393	16.344	-0.02	0.027	0.124
Si	2.742	2.741	16.366	-0.111	0.03	0.063
Si	16.379	5.401	16.383	0.078	0.098	-0.02
Si	2.674	8.089	16.323	0.033	0.085	0.081
Si	0.032	11.004	16.299	-0.051	-0.07	-0.022
Si	2.705	13.627	16.365	0.115	0.026	-0.049
Si	5.428	16.379	16.331	0.06	0.08	-0.017
Si	8.249	2.784	16.296	-0.018	-0.081	0.029
Si	5.512	5.499	16.326	-0.111	-0.045	0.063
Si	8.188	8.207	16.318	0.068	0.029	0.031
Si	5.529	10.954	16.389	0.032	-0.091	0.046
Si	8.199	13.667	16.432	-0.042	-0.003	0.019
Si	10.913	16.387	16.497	-0.042	-0.002	0.042
Si	13.744	2.78	16.462	-0.053	-0.063	0.006
Si	11.032	5.559	16.24	-0.102	-0.006	0.053
Si	13.737	8.296	16.319	-0.011	-0.116	0.031
Si	10.874	10.948	16.399	0.01	0.11	0.089
Si	13.627	13.693	16.38	0.004	-0.008	0.132
Si	1.298	1.386	17.705	-0.064	0.048	-0.114
Si	4.145	4.142	17.686	0.061	0.061	-0.195
Si	1.299	6.726	17.781	0.015	-0.059	-0.018
Si	4.14	9.436	17.551	0.05	-0.096	-0.273
Si	1.341	12.288	17.768	-0.073	0.09	0.053
Si	4.091	14.963	17.708	-0.001	-0.04	-0.09
Si	6.832	1.395	17.595	-0.032	-0.018	-0.131
Si	9.631	4.252	17.57	0.182	0.122	-0.209
Si	6.87	6.857	17.73	-0.055	-0.006	-0.068
Si	9.492	9.536	17.747	-0.02	0.03	-0.08
Si	6.874	12.329	17.882	-0.02	0.017	0.143
Si	9.477	15.009	17.915	0.16	0.01	0.047
Si	12.353	1.397	17.775	0.095	-0.141	-0.046
Si	15.101	4.139	17.936	0.011	-0.058	0.108
Si	12.408	6.892	17.646	0.041	-0.052	-0.144
Si	15.113	9.677	17.675	0.003	0.116	-0.073
Si	12.19	12.387	17.763	-0.197	0.069	-0.066
Si	15.028	15.021	17.769	0.063	0.017	-0.032
Si	0.028	2.636	19.326	0.058	-0.184	0.275
Si	2.709	16.391	18.929	-0.158	-0.059	0.261
Si	16.385	8.262	19.065	0.163	0.04	0.13
Si	2.715	5.302	19.141	0.038	-0.039	0.208
Si	0.006	13.687	19.226	-0.101	0.111	0.301
Si	2.821	10.791	18.839	-0.006	-0.065	0.216
Si	5.592	2.818	18.971	0.134	-0.005	0.281
Si	8.027	0.074	19.113	-0.155	-0.021	0.174
Si	5.382	8.114	19.055	-0.078	0.03	0.19
Si	8.341	5.573	19.042	0.158	0.037	0.192
Si	5.416	13.729	19.251	-0.016	-0.079	0.206
Si	8.173	10.815	19.272	-0.195	-0.088	0.16
Si	11.025	2.952	18.903	-0.116	0.148	0.008
Si	13.642	16.357	19.18	-0.101	-0.016	0.182
Si	11.016	8.213	18.965	-0.214	-0.053	0.298
Si	13.741	5.693	19.199	-0.096	0.068	0.271
Si	10.804	13.609	19.383	0.186	-0.031	0.31
Si	13.671	11.057	18.968	0.134	0.189	0.254
Si	1.941	3.474	20.541	0.104	0.01	0.124
Si	4.182	1.346	20.096	0.027	0.066	0.348
Si	1.836	9.186	20.233	-0.211	-0.013	0.183
Si	3.917	6.823	20.466	-0.143	-0.066	0.158
Si	1.242	15.35	20.492	0.085	-0.023	-0.155
Si	4.15	11.979	20.308	0.217	0.056	0.019
Si	7.265	3.947	20.308	-0.008	-0.131	0.12
Si	9.362	1.787	19.989	0.016	0.013	0.455
Si	6.32	9.739	20.466	0.035	0.17	0.112
Si	9.961	6.702	20.435	-0.051	0.099	0.207
Si	6.322	15.538	20.63	-0.072	0.075	0.132
Si	9.862	11.709	20.721	0.001	-0.031	-0.18
Si	12.115	4.477	20.375	0.124	-0.042	0.156
Si	15.214	0.951	20.639	-0.073	0.178	-0.019
Si	12.343	9.648	20.228	0.129	0.043	-0.013
Si	14.697	7.524	20.57	0.111	0.136	0.147
Si	12.413	14.913	20.651	0.053	-0.108	-0.34
Si	14.608	12.651	20.47	0.226	-0.13	-0.099
Si	2.22	13.409	22.465	0.201	-0.05	0.223
Si	3.241	15.217	27.126	-0.023	0.132	-0.127
Si	3.091	3.606	27.194	0.02	0.057	0.164
Si	15.822	12.027	23.218	-0.061	-0.019	0.28
Si	0.681	1.711	24.913	0.089	-0.132	0.044
Si	8.642	12.083	23.749	-0.026	-0.161	0.29
Si	7.403	5.691	27.94	-0.051	-0.05	-0.037
Si	5.727	5.41	22.699	-0.08	-0.193	-0.007
Si	6.735	8.292	23.317	-0.116	0.178	0.272
Si	6.125	10.473	28.189	-0.022	-0.048	0.075
Si	3.524	1.152	25.114	0.029	0.058	0.126
Si	10.49	0.064	22.258	0.068	0.163	0.17
Si	14.306	1.416	23.675	0.191	0.019	0.24
Si	13.859	4.186	22.957	-0.033	0.15	0.326
Si	9.814	1.849	28.55	-0.282	0.008	0.056
Si	16.368	7.207	23.373	-0.14	0.102	0.153
Si	1.321	9.837	23.135	0.105	-0.054	0.128
Si	0.473	4.288	23.187	-0.039	-0.047	0.235
Si	7.884	2.892	26.628	-0.114	-0.025	0.08
Si	1.105	12.846	26.781	0.046	0.081	0.082
Si	1.824	7.916	27.623	0.115	-0.062	0.064
Si	13.035	13.2	28.202	-0.062	-0.089	-0.031
Si	5.532	13.4	28.312	0.051	-0.046	0.033
Si	6.046	10.57	25.078	-0.157	0.073	0.081
Si	11.229	7.886	25.727	0.116	-0.132	0.099
Si	5.113	7.919	29.946	0.071	0.065	0.075
Si	0.703	5.158	27.905	-0.006	0.01	0.081
Si	9.742	8.15	23.33	0.164	-0.158	0.234
Si	8.046	15.03	23.19	-0.1	0.174	0.256
Si	5.978	2.71	24.321	0.022	-0.146	0.213
Si	13.086	0.372	26.157	-0.085	0.057	0.13
Si	4.461	1.628	33.658	-0.185	-0.128	0.04
Si	14.137	5.519	27.786	-0.048	0.137	0.005
Si	11.108	8.421	31.134	0.046	0.057	-0.207
Si	16.211	10.202	27.273	-0.09	-0.07	0.051
Si	13.91	6.607	24.887	-0.12	0.086	0.13
Si	15.306	14.882	27.481	0.07	0.022	0.049
Si	1.622	4.903	30.907	0.244	0.057	-0.034
Si	2.54	2.318	29.825	0.039	0.097	0.2
Si	2.369	7.897	30.82	0.045	-0.221	-0.062
Si	2.255	9.536	33.205	-0.029	-0.085	-0.401
Si	6.408	3.812	33.252	-0.058	0.234	-0.066
Si	9.85	12.464	33.368	-0.299	0.06	-0.156
Si	4.472	6.408	27.535	-0.067	-0.054	0.08
Si	8.586	1.354	24.187	-0.137	0.206	0.186
Si	3.139	11.772	24.605	0.19	-0.218	0.138
Si	14.131	8.575	29.037	-0.07	-0.087	-0.103
Si	10.805	15.435	27.625	0.081	-0.038	0.029
Si	12.468	2.814	28.05	0.084	0.103	0.009
Si	13.87	7.75	31.908	-0.183	0.105	-0.177
Si	8.62	13.977	31.177	-0.253	0.112	-0.155
Si	13.936	11.64	25.508	-0.113	-0.111	0.139
Si	15.424	5.185	32.571	0.239	0.012	-0.214
Si	10.943	15.862	32.2	-0.155	0.219	-0.196
Si	12.689	13.785	32.924	0.006	0.165	-0.345
Si	7.137	5.883	30.958	-0.164	0.151	-0.189
Si	1.16	14.932	33.1	0.026	0.175	-0.211
Si	4.327	11.817	33.394	0.057	0.063	-0.36
Si	9.768	7.832	28.231	0.066	-0.009	0.054
Si	9.032	10.75	28.3	-0.007	-0.035	-0.006
Si	11.137	10.478	24.535	0.11	-0.047	0.342
Si	8.541	13.557	27.935	-0.088	-0.007	0.096
Si	3.267	16.325	31.577	0.122	0.049	-0.199
Si	5.53	14.068	31.413	0.166	0.21	-0.013
Si	11.417	2.285	30.803	-0.148	-0.1	-0.158
Si	12.762	3.72	33.132	-0.113	-0.052	-0.364
Si	11.951	10.617	29.526	0.085	-0.102	-0.061
Si	9.129	7.108	32.923	-0.149	0.091	-0.396
Si	0.96	0.693	27.97	0	0.055	0.015
Si	15.369	12.773	33.271	-0.033	0.026	-0.41
O	0.434	16.09	33.988	-0.125	-0.179	0.358
O	15.131	1.346	34.892	-0.32	0.24	0.426
O	3.714	2.427	34.837	0.21	-0.168	-0.168
O	3.419	2.418	26.152	-0.022	-0.131	-0.248
O	15.946	5.623	34.048	0.202	0.272	0.164
O	1.506	4.025	34.901	0.041	-0.021	0.545
O	4.246	6.573	35.077	0.191	0.234	0.305
O	3.232	8.393	33.822	0.137	-0.155	0.219
O	13.976	12.901	32.414	0.156	-0.048	0.207
O	12.307	7.382	31.54	-0.02	-0.293	0.016
O	3.995	12.523	34.836	0.101	0.057	0.128
O	2.33	14.286	34.021	-0.105	-0.379	0.288
O	5.436	0.449	34.19	0.142	-0.072	0.015
O	6.916	14.974	34.996	-0.026	-0.159	0.361
O	10.811	15.955	33.823	0.071	0.142	0.244
O	9.455	1.433	34.907	0.175	0.335	-0.056
O	5.898	4.61	34.568	-0.031	0.054	-0.248
O	6.377	7.344	30.801	0.278	0.017	0.278
O	7.001	9.519	0.028	-0.069	0.09	-0.322
O	5.566	10.85	33.825	-0.226	-0.055	0.338
O	5.55	13.539	29.905	0.014	-0.173	0.098
O	4.826	12.927	32.326	-0.197	-0.419	0.199
O	9.167	12.59	31.881	0.012	-0.276	0.242
O	8.962	13.467	34.293	0.259	0.109	-0.18
O	12.199	14.869	31.819	0.321	-0.23	-0.11
O	11.434	12.822	33.266	0.134	-0.12	0.111
O	12.919	2.407	34.071	-0.207	-0.146	0.224
O	12.211	4.901	34.106	-0.008	-0.03	0.122
O	7.959	7.762	33.847	-0.137	0.178	0.097
O	9.961	6.17	33.954	0.328	-0.264	0.064
O	13.978	8.306	33.444	0.101	-0.065	0.538
O	12.183	9.727	34.628	0.107	0.117	0.378
O	10.981	9.502	25.842	0.022	-0.045	0.086
O	9.906	11.018	34.114	0.14	-0.107	0.061
O	15.051	12.977	34.876	0.024	-0.064	0.36
O	8.696	13.722	29.561	0.207	0.133	0.24
O	1.592	4.015	22.059	0.222	0.009	-0.136
O	0.629	1.398	26.525	-0.212	0.029	-0.097
O	5.164	0.309	21.004	0.053	-0.064	-0.465
O	3.144	2.356	20.959	-0.137	0.235	-0.316
O	1.236	10.018	21.522	-0.08	-0.125	0.024
O	2.855	8.04	20.946	-0.185	-0.026	-0.511
O	4.442	5.988	21.838	-0.147	0.092	-0.229
O	2.947	12.489	21.323	-0.073	-0.171	0.121
O	2.124	14.91	21.849	0.008	0.119	-0.098
O	0.685	13.019	22.905	0.07	0.023	0.042
O	2.717	10.471	23.7	0.009	0.02	-0.056
O	6.788	4.785	21.639	-0.012	0.004	-0.226
O	8.395	2.842	20.873	-0.254	-0.232	-0.436
O	10.464	1.007	20.944	0.008	-0.07	-0.012
O	6.395	2.734	25.937	0.116	0.011	0.18
O	5.249	10.925	21.048	0.066	0.024	-0.393
O	6.689	8.792	21.769	-0.189	0.104	0.042
O	10.947	5.485	20.985	-0.159	-0.159	-0.183
O	9.575	7.478	21.864	-0.115	0.005	-0.208
O	9.363	15.29	22.25	0.103	-0.087	-0.413
O	6.79	14.972	22.137	-0.07	-0.152	-0.182
O	8.978	11.868	22.149	0.053	0.145	-0.417
O	11.241	10.75	20.942	-0.056	-0.035	-0.153
O	12.849	3.863	21.731	-0.153	-0.251	-0.308
O	11.602	16.117	26.377	0.129	0.247	0.009
O	15.414	4.224	22.438	0.024	-0.1	-0.474
O	14.353	1.233	22.053	0.058	-0.125	-0.299
O	15.675	7.185	21.884	-0.276	-0.178	-0.207
O	13.478	8.625	21.045	0.148	-0.099	-0.254
O	1.519	4.052	27.029	0.035	-0.172	-0.249
O	13.451	5.598	23.68	-0.059	-0.076	-0.32
O	13.553	13.784	21.104	0.259	-0.17	-0.399
O	11.913	15.653	22.085	-0.055	-0.105	-0.165
O	0.021	10.604	23.731	-0.349	-0.141	0.239
O	15.048	11.797	21.812	-0.281	-0.169	-0.354
O	0.601	3.284	24.469	-0.09	0.183	-0.266
O	0.062	16.353	21.099	0.08	-0.05	-0.378
O	3.71	16.049	25.772	-0.117	0.07	0.019
O	2.087	1.101	24.324	-0.119	0.005	-0.016
O	7.816	3.135	33.777	0.176	-0.005	0.224
O	1.453	5.16	29.327	0.058	-0.078	-0.138
O	10.4	10.936	29.154	0.134	0	-0.153
O	14.803	12.519	24.411	0.058	0.137	-0.088
O	14.243	15.707	26.573	0.237	0.187	-0.115
O	5.147	11.802	28.132	-0.211	-0.065	0.113
O	7.308	11.307	24.328	0.199	-0.041	-0.045
O	3.182	13.199	23.782	-0.119	0.191	-0.195
O	4.8	1.565	24.174	-0.068	-0.226	-0.085
O	7.994	4.482	27.007	0.137	0.008	0.016
O	5.442	4.174	23.773	0.078	0.272	-0.317
O	3.928	8.411	30.938	-0.023	0.017	-0.109
O	8.253	8.55	23.853	0.067	0.065	-0.271
O	6.352	6.709	23.472	-0.098	-0.048	0.059
O	9.033	12.094	27.36	0.262	0.04	0.05
O	1.872	11.947	25.639	-0.014	0.141	-0.169
O	8.254	13.645	24.002	0.122	0.295	0.053
O	5.74	9.189	24.258	-0.174	-0.122	-0.082
O	10.048	1.122	23.462	0.3	-0.201	0.004
O	7.53	10.801	29.003	0.016	-0.071	-0.02
O	13.835	2.952	24.019	0.019	0.101	-0.14
O	12.983	4.376	28.041	-0.015	-0.117	0.152
O	7.339	2.234	23.514	0.116	-0.124	-0.287
O	10.913	7.278	27.199	0.274	-0.223	-0.123
O	15.004	10.566	26.187	0.1	0.093	0.06
O	10.87	2.744	27.648	-0.225	-0.122	-0.261
O	1.174	8.277	23.545	0.256	-0.014	0.188
O	15.187	7.513	24.457	0.309	0.152	-0.199
O	15.788	1.002	24.239	-0.004	0.03	0.121
O	14.38	8.682	30.657	-0.1	0.248	0.144
O	2.418	16.355	27.95	-0.01	-0.015	0.137
O	16.222	15.971	28.292	0.073	-0.013	-0.107
O	3.994	4.948	27.002	0.292	0.102	0.089
O	7.126	5.16	29.478	-0.128	-0.193	0.142
O	0.479	11.651	27.748	0.067	-0.001	-0.112
O	1.855	8.097	29.268	0.129	0.155	0.016
O	5.484	9.158	28.93	-0.192	-0.047	0.102
O	3.361	7.561	27.043	-0.056	0.067	-0.173
O	1.566	8.913	31.838	-0.061	0.059	0.152
O	2.293	13.886	27.177	0.047	-0.024	0.203
O	14.443	13.972	28.541	0.015	0.098	-0.051
O	16.231	13.881	26.544	0.008	-0.029	0.071
O	4.663	11.477	25.14	-0.025	-0.017	0.121
O	7.945	16.238	24.311	-0.016	-0.277	-0.228
O	11.374	0.88	31.591	0.03	-0.105	0.254
O	12.774	7.67	25.308	0.106	0.195	0.152
O	8.93	2.217	25.542	0.15	-0.055	-0.284
O	8.558	6.784	28.173	-0.122	-0.007	-0.042
O	4.469	6.623	29.16	-0.198	-0.1	-0.006
O	10.334	7.189	24.534	0.015	-0.134	-0.102
O	15.548	4.814	28.203	0.068	-0.267	-0.181
O	4.593	14.604	27.767	0.176	0.07	-0.159
O	10.744	9.47	23.282	0.21	0.071	-0.1
O	12.765	12.027	29.328	-0.074	0.168	0.02
O	9.565	15.263	31.549	0.151	0.256	-0.087
O	13.257	1.769	27.042	-0.033	0.118	-0.237
O	8.276	2.053	28.001	0.287	-0.047	-0.158
O	13.219	0.561	24.54	0.096	-0.013	-0.14
O	2.419	3.458	31.017	-0.224	-0.064	-0.094
O	0.243	4.602	31.685	-0.166	0.016	0.471
O	11.737	3.457	31.885	-0.032	0.193	0.283
O	1.114	9.226	26.908	0.023	0.023	0.23
O	2.272	6.336	31.396	0.077	0.074	-0.067
O	13.217	12.531	26.699	0.084	0.134	-0.198
O	13.951	6.999	28.521	-0.333	0.103	0.102
O	15.431	9.331	28.416	0.2	-0.153	0.24
O	11.798	14.29	28.276	-0.108	-0.18	-0.11
O	1.093	1.829	29.157	0.062	-0.137	-0.142
O	3.453	3.001	28.662	-0.045	-0.07	0.029
O	1.877	15.465	31.712	-0.172	-0.239	0.203
O	0.663	5.792	23.758	0.263	0.036	-0.194
O	1.227	9.707	34.47	-0.33	0.256	0.13
O	14.258	4.062	32.602	0.002	-0.073	-0.001
O	3.291	0.97	30.337	0.071	-0.13	-0.014
O	5.356	2.655	32.774	0.225	-0.098	0.013
O	13.119	14.57	34.299	0.176	0.03	0.357
O	0.044	13.829	32.658	-0.083	-0.036	0.175
O	3.037	10.95	32.864	0.032	-0.1	-0.064
O	16.02	11.281	33.385	0.115	-0.011	0.455
O	3.265	0.876	32.882	-0.254	-0.103	-0.034
O	8.579	6.244	31.642	0.197	-0.015	-0.002
O	12.687	11.016	24.612	0.006	0.043	0.031
O	10.026	11.679	24.556	-0.193	0.264	-0.227
O	14.243	5.704	26.181	0.257	0.01	-0.134
O	6.102	6.421	27.207	-0.1	-0.124	-0.256
O	6.46	4.825	31.982	0.071	-0.244	0.172
O	10.404	7.97	29.722	0.136	-0.161	0.121
O	6.445	10.158	26.613	0.024	-0.041	-0.138
O	4.615	15.415	31.493	-0.04	0.028	0.138
O	7.114	14.335	31.747	-0.03	0.084	-0.087
O	6.962	13.71	27.591	0	0.019	-0.221
O	9.94	2.451	30.083	0.042	0.088	0.044
O	9.431	14.684	27.166	-0.133	0.065	0.032
O	12.562	2.286	29.615	0.03	0.158	-0.082
O	10.316	0.271	28.598	0.23	-0.137	0.283
O	10.009	8.345	32.32	-0.206	0.282	0.316
O	9.128	9.239	27.705	0.122	-0.012	0.167
O	11.761	9.937	31.021	0.16	-0.083	0.054
O	12.774	9.457	28.665	-0.059	0.034	0.035
O	0.852	6.646	27.256	-0.074	0.12	0.162
O	14.823	6.458	31.783	0.085	0.013	0.095
Si	0.012	16.374	5.426	-0.046	-0.022	-0.005
Si	2.728	2.742	5.445	0.008	0.002	-0.009
Si	16.343	5.52	5.413	0	-0.086	-0.054
Si	2.69	8.258	5.433	0.11	-0.013	0.007
Si	16.402	10.92	5.365	0.014	-0.033	-0.072
Si	2.744	13.64	5.435	0.015	-0.014	-0.059
Si	5.476	16.387	5.479	-0.029	-0.041	0
Si	8.241	2.759	5.49	0.019	-0.011	0.011
Si	5.507	5.467	5.445	-0.029	0.034	0.014
Si	8.263	8.181	5.421	-0.036	0.066	-0.021
Si	5.474	10.934	5.427	0.016	-0.038	-0.026
Si	8.221	13.663	5.437	0.011	0.015	-0.057
Si	10.953	0.012	5.451	-0.023	0.086	-0.016
Si	13.644	2.788	5.433	0.068	-0.018	-0.028
Si	10.996	5.456	5.426	-0.032	-0.02	-0.06
Si	13.711	8.198	5.361	-0.007	0.019	-0.078
Si	10.983	10.912	5.394	0.02	0.079	-0.071
Si	13.696	13.634	5.428	-0.037	-0.024	-0.029
Si	1.366	1.356	6.798	0.014	0.019	-0.007
Si	4.117	4.105	6.799	0.041	-0.043	-0.008
Si	1.34	6.861	6.78	0.021	0.009	-0.003
Si	4.093	9.588	6.798	-0.049	0.049	0.013
Si	1.354	12.28	6.774	0.019	0.016	-0.014
Si	4.098	15.013	6.815	0.037	0.01	-0.004
Si	6.854	1.37	6.82	0.008	-0.006	-0.025
Si	9.618	4.124	6.823	-0.028	-0.021	0.026
Si	6.873	6.841	6.801	-0.005	-0.014	-0.013
Si	9.614	9.564	6.781	-0.017	-0.05	-0.003
Si	6.841	12.303	6.794	-0.037	0.019	0.002
Si	9.577	15.045	6.803	-0.023	0.005	-0.014
Si	12.312	1.391	6.805	-0.013	-0.023	0.01
Si	15.017	4.138	6.799	-0.047	0.052	0.014
Si	12.347	6.851	6.768	0.004	-0.017	0.009
Si	15.049	9.567	6.757	0.017	-0.004	0.012
Si	12.323	12.281	6.787	0.036	-0.041	0.02
Si	15.047	15.016	6.797	0.039	0.006	-0.005
Si	16.397	2.746	8.141	0.021	-0.012	-0.018
Si	2.734	16.393	8.17	0	-0.007	0.01
Si	16.399	8.221	8.16	0.008	0.003	0.004
Si	2.73	5.485	8.134	0.021	-0.009	-0.008
Si	0.007	13.651	8.161	-0.016	-0.003	0.01
Si	2.729	10.946	8.165	0.045	0.011	0.016
Si	5.481	2.738	8.175	-0.018	0.002	0.021
Si	8.215	0.002	8.18	-0.023	-0.008	0.007
Si	5.477	8.21	8.144	-0.008	-0.028	-0.009
Si	8.235	5.482	8.179	0.006	0.01	0.009
Si	5.478	13.663	8.174	-0.003	0.011	0.016
Si	8.225	10.933	8.139	-0.015	-0.004	-0.013
Si	10.955	2.741	8.191	-0.035	-0.015	0.005
Si	13.683	0.005	8.148	0.021	0.039	0.001
Si	10.975	8.203	8.154	-0.004	0.034	0.002
Si	13.674	5.495	8.176	0.01	-0.029	0.006
Si	10.954	13.667	8.144	-0.001	0.023	-0.007
Si	13.692	10.926	8.152	-0.032	-0.001	0.01
Si	1.374	4.106	9.504	0.013	-0.001	-0.006
Si	4.109	1.359	9.53	0.008	0	0.003
Si	1.366	9.579	9.531	0.005	-0.015	-0.009
Si	4.106	6.84	9.507	0.007	0.006	-0.002
Si	1.366	15.025	9.535	0.003	0	0.002
Si	4.1	12.306	9.533	-0.017	0.005	0.002
Si	6.859	4.106	9.537	0.007	-0.004	0.003
Si	9.58	1.371	9.543	0	-0.001	0.008
Si	6.849	9.577	9.508	-0.001	0.012	-0.008
Si	9.603	6.85	9.537	-0.034	-0.022	-0.009
Si	6.842	15.038	9.536	-0.005	0.011	0.006
Si	9.578	12.312	9.511	0.007	0.003	-0.001
Si	12.32	4.118	9.543	-0.001	0.013	0
Si	15.043	1.375	9.516	0.003	-0.008	-0.002
Si	12.324	9.577	9.528	0.016	-0.018	-0.011
Si	15.045	6.855	9.534	-0.007	0.001	-0.002
Si	12.312	15.042	9.515	-0.01	0	0
Si	15.04	12.299	9.536	0.023	-0.001	-0.003

Results
total energy: -115457.949 eV
total energy less fixed offsets of O -438.35, Si -107.03 eV per atom: 8.391 eV
